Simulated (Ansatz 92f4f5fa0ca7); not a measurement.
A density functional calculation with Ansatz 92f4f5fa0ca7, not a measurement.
Periodic cell of 253 atoms, Si144O109, from a study of silicon, its oxide and their interface. The atomic structure is a simulated model.
Doubt: the cutoff is far below the 930 eV that the study's wrapper takes by default for these files, so forces and energies are approximate.
This geometry differs little from another in the collection (a relaxation step or a small displacement).

Settings: functional PBE; potential files Ansatz PAW; basis plane waves; wave-function cutoff 580 eV; density cutoff ratio 5; exchange-correlation grid ratio 1; k mesh 1 x 1 x 1, Gamma-centred; self-consistency stop 5e-08 eV per atom in the density residual; occupations fixed; spin none; net charge 0.

Cell vectors (angstrom)
a 10.938 0 0
b 0 10.938 0
c 4.4974 1.0996 36.5844

Atoms: element, x, y, z (angstrom)
Si 10.898 -0.7188 30.451
Si 11.8351 5.6727 30.6839
Si 13.5424 7.3442 30.6278
Si 14.5504 2.93 30.6266
Si 5.3027 4.6725 30.4775
Si 9.1399 8.5198 30.4773
Si 17.2891 11.1623 30.4824
Si 8.0368 1.9497 30.6405
Si 10.0014 6.6707 31.7733
Si 12.6343 9.2426 31.7547
Si 9.9119 1.0197 31.7563
Si 12.7632 3.8617 31.8514
Si 15.3838 6.4649 31.7979
Si 18.2528 9.3811 31.736
Si 15.5298 12.0858 31.8222
Si 7.1085 3.786 31.7942
Si 8.5778 5.2164 33.0388
Si 11.3172 7.9604 33.2485
Si 8.6084 -0.2722 33.2408
Si 11.314 2.4425 33.0693
Si 14.0723 5.1847 33.2918
Si 16.8207 7.9345 33.0279
Si 14.0716 10.655 33.0492
Si 16.7901 2.4743 33.2904
Si 9.9528 3.8409 34.4597
Si 12.6895 6.5804 34.5757
Si 9.962 -1.6269 34.5874
Si 12.7037 1.0879 34.4698
Si 15.4307 3.831 34.611
Si 7.2291 6.5751 34.4657
Si 15.4437 9.2909 34.4582
Si 7.2444 12.0371 34.5783
Si 11.3336 5.2013 35.8984
Si 14.0681 7.9358 35.8984
Si 11.3336 -0.2677 35.8984
Si 14.0681 2.4668 35.8984
Si 5.8646 5.2013 35.8984
Si 8.5991 7.9358 35.8984
Si 5.8646 10.6703 35.8984
Si 8.5991 2.4668 35.8984
Si 5.469 5.469 0.6813
Si 8.2035 8.2035 0.6813
Si 5.469 0 0.6813
Si 8.2035 2.7345 0.6813
Si 10.938 5.469 0.6813
Si 2.7345 8.2035 0.6813
Si 10.938 0 0.6813
Si 2.7345 2.7345 0.6813
Si 4.1018 4.1018 2.0485
Si 6.8362 6.8362 2.0485
Si 4.1018 -1.3673 2.0485
Si 6.8362 1.3673 2.0485
Si 9.5708 4.1018 2.0485
Si 12.3052 6.8362 2.0485
Si 9.5708 9.5708 2.0485
Si 12.3052 1.3673 2.0485
Si 5.4677 2.7259 3.3666
Si 8.2053 5.4695 3.3542
Si 5.4757 8.1978 3.4734
Si 8.2042 0.0074 3.4674
Si 10.9563 2.7407 3.494
Si 2.7188 5.4504 3.4653
Si 10.9195 8.1895 3.3355
Si 2.7365 0.0136 3.3615
Si 6.8776 4.0737 4.6712
Si 9.5628 6.8401 4.6797
Si 6.8612 9.5616 4.8765
Si 10.9799 -0.1 6.116
Si 1.3787 4.1129 4.9383
Si 4.0985 6.7986 4.845
Si 12.2819 9.5604 4.625
Si 4.0863 1.3846 4.7133
Si 5.5367 5.3691 6.1003
Si 8.295 8.1529 6.176
Si 6.4226 1.8053 7.3395
Si -0.0894 5.561 6.1695
Si 2.6442 8.2319 6.055
Si 10.0937 9.0831 7.4675
Si 2.8225 2.7006 6.2587
Si 5.4213 0.0402 6.1227
Si 8.1964 2.8083 6.1808
Si 9.0572 4.6414 7.4463
Si 0.8799 7.3656 7.3832
Si 9.5777 1.366 4.884
Si 4.7738 3.5463 7.4134
Si 7.2922 6.3339 7.3173
Si 1.8329 0.8178 7.3035
Si 3.5412 -0.9013 7.2276
Si 10.8622 5.1564 28.6436
Si 12.9385 4.0091 26.5527
Si 11.367 2.333 24.3714
Si 6.6886 -0.2356 26.2137
Si 6.6043 4.9441 27.6198
Si 2.3771 3.122 14.9732
Si 8.4399 3.5717 20.1839
Si 8.8824 7.2323 27.6791
Si 8.1679 8.6884 14.4268
Si 14.2011 2.4395 17.9895
Si 1.4529 6.4342 9.4576
Si 9.0082 3.8508 12.483
Si 14.1971 8.6011 27.9083
Si 6.8802 6.2337 12.9607
Si 7.762 8.2077 25.0946
Si 4.6709 4.2141 12.9947
Si 13.3338 0.3031 23.0391
Si 11.3233 5.1575 14.0707
Si 11.8582 -0.1787 28.3143
Si 3.6268 9.3683 12.8461
Si 4.3781 -0.5974 10.0395
Si 9.417 8.6707 22.6543
Si 11.9322 8.1923 18.5157
Si 3.5301 4.3398 10.0133
Si 6.9771 0.8893 9.4269
Si 9.2172 -1.1817 9.5855
Si 8.6433 2.9852 28.6708
Si 16.4892 6.2655 19.1817
Si 11.1114 3.7149 21.6838
Si 12.4377 6.3105 20.797
Si 5.9164 5.7293 24.6792
Si 7.5675 0.8483 19.0751
Si 5.9251 -0.3293 14.3504
Si 14.0851 6.761 25.3444
Si 15.019 9.0311 18.6892
Si 1.4167 0.7689 13.0303
Si 7.5895 7.1733 10.1602
Si 2.1931 1.5967 10.1664
Si 16.7504 10.2134 20.9387
Si 10.1676 10.3671 20.1063
Si 1.4828 7.4003 12.3568
Si 12.5776 1.4199 20.3978
Si 6.8302 1.926 12.367
Si 12.3895 8.2253 23.1808
Si 7.632 7.6623 20.657
Si 10.2943 -1.278 12.4851
Si 14.1004 2.0581 28.5159
Si 5.4108 0.458 17.1226
Si 10.1369 7.2099 16.18
Si 15.0182 4.6976 20.0031
Si 9.6743 0.9574 26.5418
Si 9.699 4.917 9.7291
Si 5.9862 3.6233 22.2201
Si 16.2315 0.813 23.5546
Si 8.2691 6.1069 18.3778
Si 16.4055 -0.1339 28.2677
O 12.3862 2.9115 21.0441
O 9.2001 6.2146 17.0699
O 8.6493 8.3063 28.8901
O 10.8348 -0.0886 27.0264
O 6.9647 0.4699 17.6109
O 8.9814 6.3188 10.217
O 14.3832 3.8555 18.7584
O 3.9347 4.5353 11.5735
O 10.9152 3.4493 23.2783
O 1.3777 1.4573 11.5558
O 8.9243 7.9423 26.2163
O 10.785 8.2745 23.4192
O 12.6678 1.2433 28.5031
O 10.3288 4.0627 13.3964
O 6.7297 6.7125 8.8514
O 6.407 0.6108 20.2119
O 8.3704 9.0658 23.8421
O 11.221 8.3751 12.8419
O 10.2371 -1.0285 10.8673
O 2.5979 -0.34 13.0777
O 5.9329 -0.352 9.6631
O 12.0173 1.0649 23.5953
O 4.2675 9.4226 11.3577
O 5.335 0.6634 15.5032
O 9.5534 4.2761 29.1175
O 15.6571 3.7713 21.1955
O 4.7769 3.9246 9.048
O 7.3777 3.5077 27.7573
O 16.4363 10.5095 22.5038
O 7.3687 7.3129 14.0707
O 8.7447 7.4127 21.8258
O 13.8701 5.5746 20.741
O 3.6941 9.5229 8.8109
O 6.0174 0.617 24.9916
O 8.0226 8.7274 10.0316
O 2.4049 3.1747 9.8897
O 15.6926 7.554 18.5616
O 10.5918 6.3213 14.9104
O 13.9224 7.4448 29.012
O 7.0174 9.1341 20.8826
O 14.6246 0.8965 23.8333
O 5.7057 3.0001 12.7736
O 15.3302 1.0896 28.0526
O 5.9052 4.9858 26.1461
O 6.8807 1.8488 10.7423
O 11.1402 0.7051 20.26
O 8.2654 0.1893 26.3349
O 1.3539 0.9816 8.9086
O 6.0248 4.6826 23.4505
O 11.6772 4.3031 27.5291
O 11.393 7.8411 17.0122
O 15.568 9.3791 28.3288
O 12.1755 5.8774 12.8745
O 8.8185 9.32 13.0673
O 1.7024 1.8697 14.1805
O 5.9038 2.1508 22.8848
O 11.3012 5.2359 9.7565
O 9.3792 3.795 10.8834
O 3.6539 0.8571 10.272
O 7.1568 6.7842 24.5821
O 8.4966 0.2711 9.3024
O 6.4183 0.5028 13.0378
O 15.6483 1.7256 17.8538
O 2.6852 2.647 16.4918
O 6.3677 6.6245 20.5983
O 7.9785 2.4181 19.1355
O 10.3291 6.5177 27.8987
O 9.5701 2.0286 27.7509
O 12.2611 4.3475 15.1089
O 13.5807 5.3829 26.0167
O 13.5155 0.5682 21.4299
O 13.2305 1.5002 18.9078
O 11.3333 5.3119 21.4567
O 8.297 2.4346 12.8863
O 7.1514 -1.1414 15.026
O 10.0743 1.7544 25.1771
O 2.9211 5.7099 9.3767
O 10.9099 0.0389 13.2402
O 15.453 6.53 24.5032
O 6.6798 5.8373 18.0455
O 9.2689 8.4522 15.5945
O 1.5105 7.4665 10.7281
O 8.3791 7.528 19.2026
O 6.5969 9.1125 25.7888
O 4.6594 -0.94 17.5103
O 12.4495 3.0323 25.3542
O 6.6912 6.9495 11.4992
O 11.9684 6.7631 19.3057
O 16.4926 5.077 28.8686
O 8.0033 5.0779 12.8103
O 12.644 7.6626 21.6755
O 12.9394 7.2174 24.3073
O 7.652 6.1775 27.7255
O 13.1419 9.6551 23.3179
O 14.0929 3.2389 27.3906
O 8.7924 4.9011 19.327
O 12.9303 9.6136 27.8762
O 9.7419 9.8837 21.6115
O 3.6611 3.7204 14.1668
O 14.3623 7.9093 26.457
O 13.4088 8.8907 18.4851
O 5.4734 5.5641 13.4518
O 15.4256 9.6548 20.1538
O 10.9117 9.1989 19.2704
O 9.7998 3.1444 20.935
O 4.8167 9.4928 13.9328
O 2.8816 7.9326 13.0087
O 7.3309 3.8198 21.337
O 8.8555 -0.1056 19.2865

Results
free energy: -153543.093 eV
free energy less fixed offsets of O -568.88, Si -635.61 eV per atom: -7.333 eV

Forces (eV/angstrom), in the order of the atoms: element, x, y, z
Si 0.0057 0.0089 -0.0034
Si -0.0138 -0.0102 -0.0054
Si 0.0013 -0.0004 0.0106
Si -0.0121 -0.0073 -0.0149
Si 0.0123 -0.0035 -0.0021
Si 0.0035 -0.0088 0.0028
Si 0.0058 0.011 0.0092
Si 0.0054 -0.0089 -0.0078
Si 0.0045 -0.0062 0.0075
Si -0.0019 0.007 0.0043
Si -0.0026 -0.0013 0.0019
Si 0.0006 0.0041 0.0081
Si 0.0023 0.0104 0.0026
Si -0.0071 -0.0006 0.0085
Si 0.0002 -0.0004 0.0058
Si 0.0016 0.0039 0.007
Si -0.0003 0.0019 0.0019
Si -0.0037 -0.0003 0.0111
Si 0.0045 0 0.0022
Si 0.0005 -0.0051 0.0052
Si -0.0036 -0.0069 0.0093
Si 0.0042 0.0003 0.0027
Si -0.0052 0.0024 0.0061
Si -0.0012 0.0033 0.0068
Si 0.0011 -0.0006 0.0053
Si -0.0038 0.0011 0.0018
Si 0.0055 -0.0001 0.0045
Si 0.0008 0.0001 0.0036
Si -0.0015 -0.006 0.0024
Si 0.0008 -0.0034 0.007
Si -0.0033 0.0034 0.0051
Si 0.0026 0.0041 0.0029
Si -0.2242 -0.17 -0.0588
Si 0.1956 0.1754 -0.037
Si 0.1909 0.198 0.0207
Si -0.302 -0.2969 0.0942
Si 0.2429 0.2746 0.0277
Si -0.1906 -0.1983 -0.0369
Si -0.1405 -0.1863 -0.0907
Si 0.2003 0.2092 0.0236
Si -0.167 0.0038 0.0021
Si -0.0201 0.2068 -0.014
Si 0.2144 0.0286 -0.0079
Si -0.0096 -0.1907 0.0167
Si 0.1754 -0.0291 -0.0205
Si -0.0101 -0.1711 0.0136
Si -0.1947 -0.0072 -0.0024
Si 0.0343 0.1388 -0.0129
Si -0.1665 0.1168 0.0119
Si -0.1937 0.1606 -0.0938
Si 0.2312 -0.1379 0.0286
Si 0.1105 -0.2197 -0.0409
Si 0.3175 -0.198 0.0162
Si 0.1581 -0.2689 -0.1009
Si -0.2629 0.2476 -0.1262
Si -0.1959 0.282 -0.0468
Si 0.0016 -0.0004 0.0018
Si -0.0018 0.0032 -0.0036
Si 0.0009 0.0003 -0.0069
Si -0.002 0.0004 0.0031
Si 0.0007 0.0011 -0.0044
Si -0.0005 0.0008 0.0004
Si -0.0036 -0.0008 0.0057
Si -0.002 0.0012 -0.0102
Si -0.0004 -0.003 -0.0007
Si 0.0071 -0.0017 0.0015
Si -0.0066 -0.0037 0.0032
Si -0.0041 -0.0126 0.0017
Si -0.0049 -0.0059 0.0041
Si 0.0025 0.0063 0.0024
Si -0.0027 -0.0014 0.0068
Si 0.0086 -0.0053 -0.0009
Si -0.0012 0.0043 0.0042
Si 0.004 0.0084 0.0011
Si -0.002 -0.0116 0.0125
Si -0.0003 0.0046 -0.0112
Si -0.0105 -0.0079 -0.0004
Si 0.0073 -0.0093 0.0054
Si -0.0022 0.0043 0.0009
Si 0.0015 0.0108 -0.0035
Si -0.0059 -0.0002 -0.0009
Si 0.0018 -0.0035 0.0028
Si -0.0027 0.0134 0.0135
Si 0.0069 0.004 -0.0023
Si -0.0029 0.0016 -0.0007
Si -0.0005 0.0025 -0.0151
Si -0.008 0.0147 -0.0113
Si 0.0127 -0.006 -0.0227
Si -0.0024 -0.0076 0.0187
Si -0.0072 0.0042 0.0027
Si 0.0001 -0.004 -0.0017
Si 0.0056 0.0011 -0.0074
Si 0.018 -0.0075 0.005
Si 0.0009 -0.0027 0.0064
Si 0.0005 -0.0014 -0.0026
Si 0.0074 -0.0122 0.0077
Si 0.0012 -0.0001 0.0016
Si 0.0002 -0.0049 0.0052
Si -0.0046 0.0056 -0.0205
Si 0.0042 0.0007 -0.0034
Si -0.0088 -0.0022 0.0027
Si 0.0037 0.0069 -0.0092
Si 0.005 0.0004 -0.0036
Si -0.0061 -0.0041 -0.0117
Si 0 0.0021 -0.0061
Si -0.0028 0.001 0.0019
Si -0.0135 -0.0137 0.019
Si 0.0073 -0.001 -0.0071
Si 0.0083 0.0036 0.0055
Si 0.0007 0.0036 -0.0094
Si -0.0008 0.0034 0.0045
Si -0.0014 0.0005 -0.0046
Si -0.0059 0.0038 -0.0114
Si 0.0071 -0.009 -0.0221
Si -0.0041 0.0013 0.0129
Si -0.0008 0.0026 -0.0003
Si -0.005 0.0002 -0.0043
Si -0.0004 0.0013 -0.0012
Si 0.0082 -0.0085 0.0005
Si 0.0038 0.0021 0.0041
Si 0.0009 0.0031 0.0016
Si -0.0066 0.0017 0.014
Si -0.0084 0.006 0.001
Si -0.0014 0.0068 -0.0062
Si 0.0001 0.0032 -0.0045
Si 0.0027 0.0037 -0.0017
Si 0.0001 0 -0.0039
Si 0.0046 -0.0009 -0.0055
Si -0.0033 0.0016 -0.0035
Si -0.0017 0.0002 -0.0039
Si -0.0027 0.0011 -0.0109
Si -0.0009 0.0041 -0.0154
Si 0.0025 0.0063 0.0006
Si 0.0007 0.0012 -0.0049
Si 0.002 0.0162 0.0165
Si -0.0004 -0.0008 0.0108
Si 0.0024 -0.0007 0.0067
Si -0.0093 -0.004 0.0072
Si 0.0121 0.0257 0.0041
Si -0.0105 -0.0051 0.0046
Si 0.0029 -0.007 -0.0081
Si -0.002 0.0035 -0.0082
Si 0.0089 -0.001 0.0057
Si -0.0092 0.0135 -0.0027
O 0.0008 0.0027 0.004
O 0.0005 0.0032 -0.0005
O -0.0014 0.0004 -0.0025
O -0.0104 0.0001 -0.0111
O -0.0023 -0.001 -0.0022
O 0.0036 -0.0042 0.0003
O 0.004 0.0016 0.0003
O 0.0069 -0.0033 0.0102
O 0.0008 0.0003 0.0046
O -0.0014 -0.0023 0.0103
O -0.0028 0.0046 0.0019
O 0.0008 0.0023 0.0048
O 0.007 0.0041 0.0048
O -0.0003 0.0006 0.0033
O 0.0002 -0.0006 0.0119
O -0.0013 -0.0014 0.003
O 0.0015 0 0.0047
O 0.0017 0.0009 0.0003
O 0.003 -0.0001 0.0139
O -0.0009 0 0.004
O 0.0025 0.001 -0.0016
O -0.0006 0.0034 0.0105
O -0.0015 -0.0002 0.0038
O 0.001 -0.0021 -0.005
O 0.0043 0.0022 -0.0053
O 0.001 0.0027 0.0028
O 0.0017 0.0012 0.0001
O -0.0011 0.0038 0.0008
O -0.0018 0.0014 0.0086
O -0.0001 -0.0004 0.0013
O 0.0016 0.0032 0.0079
O 0.0051 -0.0039 -0.0001
O 0.0014 -0.0069 0.0195
O 0 -0.0001 0.0061
O 0.0017 0.0082 0.0032
O -0.0006 0.0025 0.0003
O 0.0051 -0.0107 0.0059
O 0.0034 -0.0028 0.0011
O 0.0064 0.007 -0.0077
O 0.0005 -0.0026 0.0034
O 0.0056 0.0009 0.0032
O 0.0023 0.0004 0.0013
O 0.0165 -0.0216 0.0009
O -0.0071 0.0002 -0.002
O -0.0008 0.0047 0.0171
O -0.0013 -0.0047 0.0019
O -0.0098 -0.0029 0.0065
O -0.0023 0.0016 0.0078
O 0.0014 0.0032 0.0081
O 0.0151 -0.0051 -0.0154
O -0.0062 -0.0032 -0.0044
O 0.0001 -0.0008 0.0037
O -0.0002 0.0032 0.0048
O -0.0001 0.0001 0.0051
O -0.0007 -0.0006 0.0008
O -0.0026 -0.002 0.008
O 0.015 0.0078 0.0004
O -0.003 -0.0013 0.0066
O 0.0005 -0.0052 0.0018
O 0.0002 0.001 0.005
O 0.003 -0.0035 0.002
O -0.001 0.0035 0.0059
O -0.0042 0.0021 -0.0013
O 0.0024 0.0031 -0.0046
O -0.0044 -0.0024 0.0009
O -0.0008 -0.0011 0.0012
O -0.0113 0.0139 -0.0023
O -0.0015 -0.0088 -0.0196
O -0.0025 0.0031 0.0004
O 0.0013 0.0005 -0.0008
O 0.0018 -0.0011 0.0077
O 0.0016 0.0035 -0.0002
O -0.0031 -0.0026 0.0052
O -0.0015 0.0009 0.004
O -0.0006 0.0004 0.0028
O 0.0008 -0.0088 0.0167
O -0.0002 -0.002 0.0068
O 0.002 -0.0004 0.0019
O -0.0075 0.0051 0.002
O -0.0048 0.0003 0.0035
O 0.0004 -0.0011 -0.0007
O -0.0005 -0.0034 0.008
O -0.0001 -0.0017 -0.0018
O -0.0032 0.0009 0.0061
O 0.0013 -0.0004 -0.001
O -0.0034 0.0011 0.0058
O -0.0019 -0.0044 0.0083
O -0.0002 -0.0009 0.0012
O -0.0056 -0.0001 0.0088
O 0 -0.0022 0.0004
O -0.0008 0.0029 0.0127
O 0.0039 0.0008 0.0103
O -0.0016 0.005 0.0056
O -0.0031 -0.0036 0.006
O 0.0017 0.0054 0.0024
O -0.0022 0.0032 -0.002
O 0.0043 0.0028 0.003
O -0.002 -0.0058 0.0106
O 0.0037 0.0011 0.002
O -0.0034 -0.0141 -0.0073
O 0.004 -0.0007 0.0008
O -0.0018 -0.0014 0.0044
O 0.0037 0.0015 0.0074
O -0.0035 0.0053 0.008
O 0.0062 0.0023 0.0068
O -0.0021 -0.0011 0.0022
O 0.0001 -0.0002 0.0033
O -0.0055 0.002 0.0082
O -0.0006 -0.0013 0.0023

The program warned: the cutoff lies below the one the program advises for these potential files; the forces do not sum to zero within the program's tolerance; the exchange-correlation potential is rough where the density is thin.
